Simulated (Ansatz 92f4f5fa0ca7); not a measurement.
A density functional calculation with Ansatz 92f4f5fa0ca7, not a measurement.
Periodic cell of 195 atoms, Si117O78, from a study of silicon, its oxide and their interface. The atomic structure is a simulated model.

Settings: functional PBE; potential files Ansatz PAW; basis plane waves; wave-function cutoff 700 eV; density cutoff ratio 5; exchange-correlation grid ratio 2; k mesh 2 x 2 x 1, shifted by 0.5 0.5 0.5 of a step; self-consistency stop 5e-08 eV per atom in the density residual; occupations Fermi-Dirac, 0.05 eV; spin none; net charge 0.

Cell vectors (angstrom)
a  11.5983  0  0
b  0  11.5983  0
c  -1.4145  5.6231  26.4888

Atoms: element, x, y, z (angstrom)
Si  12.3909  -0.7716  1.2474
Si  10.7546  3.9198  -0.1021
Si  12.7352  7.0037  1.0016
Si  3.3364  -0.7505  -2.7619
Si  0.9938  1.3623  2.4725
Si  3.1828  6.5226  -0.2816
Si  4.9156  -0.5251  1.0426
Si  6.9162  3.1878  0.0843
Si  6.936  5.8126  0.1094
Si  -1.152  -0.623  -0.2495
Si  1.1185  5.2176  2.6452
Si  -0.8979  6.345  -0.1081
Si  6.8568  0.4819  -0.0644
Si  4.916  3.3411  1.3237
Si  5.0153  9.0474  2.3495
Si  8.6593  -0.3946  1.2836
Si  8.9146  3.3157  1.3259
Si  8.7995  6.9181  1.2384
Si  1.1395  3.4021  1.1407
Si  3.1422  4.0946  -0.1251
Si  1.0282  8.8896  2.4816
Si  4.8605  1.3312  2.5654
Si  4.9536  5.1762  2.7424
Si  5.0232  6.9315  1.1703
Si  8.8676  1.429  2.7106
Si  8.8549  5.147  2.7843
Si  8.7269  9.0485  2.4245
Si  10.7992  1.4172  4.0314
Si  10.8082  5.1582  4.1016
Si  10.6791  9.0073  3.8177
Si  2.9021  1.3492  3.9099
Si  3.0095  5.1583  4.0651
Si  3.0365  9.0489  3.7368
Si  6.8416  1.3979  3.9561
Si  6.8809  5.1119  4.0995
Si  6.8467  9.0327  3.8542
Si  10.7716  -0.6247  5.2064
Si  10.7733  3.2505  5.5483
Si  10.7062  7.168  5.2993
Si  2.877  -0.635  5.1684
Si  2.9978  3.2109  5.4319
Si  3.0688  7.1919  5.2114
Si  6.9121  -0.6005  5.207
Si  6.849  3.2098  5.5098
Si  6.7927  7.1232  5.3019
Si  1.0057  10.9975  6.6996
Si  1.1442  3.2384  6.8958
Si  1.1342  7.2603  6.5107
Si  4.8766  11.0401  6.3881
Si  4.9016  3.1799  6.8833
Si  4.8859  7.0417  6.7216
Si  8.8873  10.9924  6.6072
Si  8.7796  3.2047  6.9168
Si  8.7315  7.086  6.6137
Si  1.1479  1.2369  8.2879
Si  1.1828  5.3972  7.9127
Si  1.0866  9.044  8.0305
Si  4.8661  1.0826  8.0565
Si  4.8731  5.1311  8.2644
Si  4.8512  9.1647  7.7294
Si  8.8303  1.1796  8.2112
Si  8.7838  5.2684  8.1688
Si  8.7921  9.0247  7.9087
Si  10.7907  1.1908  9.6428
Si  10.8665  5.8441  9.1829
Si  10.5112  8.5174  11.434
Si  3.0869  0.4875  9.5917
Si  2.8909  5.6285  9.532
Si  3.0956  9.5297  9.2449
Si  7.5766  3.8412  11.9572
Si  6.8333  5.7127  9.5073
Si  6.7707  9.6117  8.9841
Si  10.5589  10.9013  11.1206
Si  10.5656  2.8807  11.4465
Si  10.6978  8.2807  9.1376
Si  3.8493  7.635  10.5387
Si  3.8355  0.9542  11.8831
Si  2.6991  7.8358  12.5703
Si  8.1358  8.3268  12.1687
Si  6.802  0.4404  9.3249
Si  6.3876  7.8701  10.4892
Si  3.1214  10.892  13.3266
Si  4.2616  10.3952  15.9794
Si  7.4965  5.9238  14.1689
Si  10.2549  12.8117  13.1914
Si  7.8795  11.2343  12.4908
Si  3.5746  3.1124  14.2506
Si  11.4427  7.8972  15.3403
Si  11.9799  4.9234  11.1779
Si  12.058  6.96  12.4815
Si  1.7717  2.9416  16.5573
Si  1.3294  10.6208  15.5621
Si  6.2051  12.5542  11.5832
Si  8.4751  10.0684  21.7879
Si  5.6795  13.0867  24.0091
Si  1.3471  7.482  24.6191
Si  6.2562  3.5157  18.5047
Si  6.1523  8.5531  17.5734
Si  11.3688  7.0109  18.1197
Si  4.5963  6.0277  17.7826
Si  9.946  8.8453  19.8134
Si  11.0001  12.8995  16.2011
Si  8.8676  7.133  16.5169
Si  1.9688  4.984  18.8097
Si  4.3854  1.6965  16.8267
Si  7.2369  16.0381  21.297
Si  4.3746  6.0982  14.6592
Si  8.5579  12.4937  23.3908
Si  7.6724  10.6102  19.0899
Si  9.707  14.1647  20.9882
Si  6.673  4.1987  24.4036
Si  1.3087  5.2599  26.5412
Si  8.3126  7.2131  21.6225
Si  8.5929  1.6678  18.1984
Si  9.9022  7.3692  24.2901
Si  2.8293  13.7411  23.4661
Si  1.1616  14.9765  21.3205
O  11.4831  7.4663  23.895
O  9.656  6.3301  25.5122
O  1.26  6.8836  26.1492
O  9.14  6.7925  22.9598
O  3.5104  2.3405  12.8153
O  6.804  4.8585  10.9457
O  7.6782  9.6901  13.0522
O  11.1105  11.528  12.5772
O  13.6372  4.7073  10.723
O  2.5868  9.4867  12.6848
O  6.7495  14.0557  12.0123
O  2.0896  3.1263  14.9631
O  3.512  7.2583  13.9032
O  5.9608  6.367  14.4526
O  10.8403  13.2624  14.6308
O  8.7263  12.2277  13.5012
O  9.1005  3.6776  11.3815
O  8.1513  7.0277  13.1731
O  9.0888  12.7522  24.9
O  2.4799  -0.9819  -4.1315
O  5.5833  11.7901  24.9768
O  10.7589  3.1688  -1.62
O  1.8839  9.0009  24.8238
O  5.8617  2.8554  24.9018
O  7.2694  -0.0919  -1.6002
O  7.6297  8.6679  21.9619
O  1.9628  3.8465  19.9801
O  12.2325  5.9223  18.9728
O  9.3946  13.3558  19.6111
O  1.9055  13.7276  22.0965
O  2.3523  6.4601  23.7863
O  8.7686  15.4947  21.1031
O  8.3349  5.9058  15.5796
O  7.7376  3.0475  17.972
O  4.8164  11.7359  16.7218
O  1.9118  11.4894  14.2948
O  5.2471  9.1726  16.3756
O  7.5674  7.9705  17.0177
O  8.8557  11.0205  11.147
O  4.367  10.5367  14.3519
O  0.2467  2.5165  16.8649
O  5.2918  7.3952  18.2959
O  4.611  2.4429  15.3683
O  11.3001  8.3894  19.0371
O  2.6748  10.1617  16.4098
O  2.787  1.811  17.1701
O  9.8211  6.5404  17.7314
O  11.6087  6.8448  14.1079
O  1.9561  4.3469  17.324
O  9.5774  12.925  16.964
O  7.5748  11.9963  18.2644
O  3.3931  5.7801  18.8634
O  3.1212  15.3509  23.7596
O  7.6542  10.9632  20.6868
O  9.2499  7.436  20.2976
O  5.7691  4.8876  17.792
O  5.1976  2.3539  18.0771
O  7.6032  4.4614  13.4746
O  0.5611  9.304  14.9943
O  6.4022  9.69  18.702
O  -0.3361  14.5751  20.8887
O  4.0145  4.656  13.991
O  6.2968  3.7691  20.13
O  4.0275  6.1433  16.256
O  6.6693  15.7206  22.7764
O  9.0434  9.7456  18.7725
O  -1.9724  -1.4539  -1.4673
O  11.8419  11.504  16.4034
O  9.8468  8.1355  15.6559
O  7.0155  12.9433  23.0899
O  10.0061  9.7428  21.2005
O  4.303  13.1222  23.1285
O  7.2407  17.6715  21.1893
O  3.5054  7.318  -1.7849
O  9.5141  13.2329  22.3045
O  8.612  10.8822  23.1617
O  12.136  7.2978  16.7068
O  1.0351  4.5178  25.0552

Results
free energy: -118745.594 eV
free energy less fixed offsets of O -569.03, Si -635.61 eV per atom: 5.116 eV
pressure: -0.66 GPa
stress xx, yy, zz, yz, xz, xy (GPa, positive in tension): 1.03, 0.71, 0.25, 0.06, 0.05, -0.06

Forces (eV/angstrom), in the order of the atoms: element, x, y, z
Si  -0.072  0.1732  0.0313
Si  0.1484  -0.436  -0.1276
Si  -0.0694  -0.0878  0.021
Si  0.052  -0.2698  -0.4656
Si  -0.1016  0.1866  -0.095
Si  0.2879  0.6185  -0.4369
Si  -0.0916  0.3023  -0.072
Si  -0.1298  0.1071  0.7186
Si  -0.0375  0.2465  -0.566
Si  -0.4257  0.3365  0.053
Si  -0.0238  -0.1549  -0.048
Si  -0.1079  0.4268  -0.0853
Si  0.1427  -0.1424  -0.5731
Si  0.1771  -0.2126  -0.1424
Si  0.0658  0.0371  -0.0361
Si  0.1188  0.0584  0.0013
Si  -0.1883  -0.2271  -0.1036
Si  0.095  -0.2518  -0.0696
Si  -0.0538  0.0084  -0.099
Si  0.0031  -0.4408  -0.0313
Si  0.0803  -0.1372  -0.0972
Si  -0.2296  0.0326  0.3084
Si  -0.1174  -0.1032  0.2875
Si  0.0526  -0.1782  -0.07
Si  0.1495  0.1458  0.2658
Si  0.0428  0.0273  0.2784
Si  -0.1218  -0.0778  -0.098
Si  -0.0234  -0.0792  -0.0249
Si  0.0212  0.0075  -0.1223
Si  0.0371  0.0023  0.0943
Si  0.089  -0.1362  -0.0843
Si  0.0159  -0.008  -0.1507
Si  -0.0236  0.0078  0.0409
Si  0.0538  0.0081  -0.1379
Si  -0.052  0.1537  -0.0936
Si  -0.0087  0.0182  0.1174
Si  0.0399  0.136  0.0039
Si  0.0009  -0.0638  0.0672
Si  -0.1146  0.0237  0.0638
Si  0.0815  0.1411  0.0263
Si  -0.0501  -0.0432  -0.1014
Si  0.0155  -0.1362  0.0466
Si  0.0139  0.0661  0.0629
Si  -0.0226  -0.075  0.0103
Si  0.0963  -0.1742  -0.0178
Si  0.1587  -0.0984  -0.0018
Si  0.1248  -0.0627  0.1418
Si  0.0812  0.0037  -0.0332
Si  -0.1523  -0.178  -0.2632
Si  -0.0014  -0.1228  -0.0002
Si  -0.1405  0.066  0.0105
Si  -0.0527  -0.047  -0.0599
Si  0.0097  0.1  0.0264
Si  -0.022  -0.0178  0.054
Si  -0.032  -0.0513  -0.0414
Si  -0.097  0.0312  -0.256
Si  -0.0004  0.1435  0.2354
Si  0.2064  0.0308  0.2812
Si  0.0565  0.0727  -0.1697
Si  0.1246  0.1912  -0.0825
Si  0.0158  -0.0259  0.0934
Si  0.0304  -0.0385  -0.0828
Si  0.0348  0.0742  0.029
Si  0.0193  0.0269  -0.4486
Si  -0.0324  0.0965  -0.0073
Si  -0.1354  0.3589  -0.1138
Si  0.0601  -0.1243  -0.4411
Si  -0.2335  -0.1096  0.1307
Si  -0.0424  0.0512  0.0506
Si  -0.0704  0.3752  -0.092
Si  0.0389  -0.0351  0.1897
Si  -0.047  0.1073  0.0668
Si  -0.3859  -0.2709  0.6305
Si  -0.1052  -0.1434  0.1559
Si  0.1063  -0.4612  -0.0504
Si  0.1597  0.2248  0.1098
Si  -0.0709  0.4839  0.0434
Si  0.5491  0.0503  -0.0259
Si  -0.3363  -0.2995  0.1572
Si  -0.3139  0.0113  -0.302
Si  -0.0377  0.0059  0.0765
Si  -0.2093  -0.4492  0.4108
Si  -0.0644  -0.0894  0.2378
Si  0.0871  0.2669  0.273
Si  0.4402  0.0356  0.1553
Si  0.1161  -0.464  -0.0715
Si  0.0109  0.0401  0.4136
Si  -0.0698  -0.0548  0.3822
Si  0.3644  -0.0428  -0.5377
Si  -0.3444  0.286  0.6769
Si  -0.0009  0.0772  0.2544
Si  0.1687  -0.0659  0.1848
Si  0.1487  -0.1015  -0.4155
Si  -0.0688  -0.0281  -0.1577
Si  -0.1129  -0.0974  -0.0846
Si  0.1069  -0.1706  -0.1042
Si  0.0446  -0.0189  0.1177
Si  0.104  -0.0004  0.1221
Si  -0.0614  -0.0246  0.1743
Si  0.0059  0.0249  0.1743
Si  0.0292  -0.1012  -0.0254
Si  -0.0338  0.0958  0.3531
Si  -0.0221  0.0751  0.1708
Si  -0.074  -0.0327  0.1535
Si  -0.0329  -0.045  0.2027
Si  0.131  0.1117  -0.347
Si  -0.0626  0.0303  0.1652
Si  0.0421  -0.094  -0.3647
Si  -0.0072  -0.0167  0.0988
Si  0.1245  0.1054  -0.108
Si  0.0266  -0.0352  -0.0619
Si  0.0301  -0.095  -0.3731
Si  -0.1322  0.1289  -0.3218
Si  -0.0537  0.0903  0.127
Si  -0.2067  -0.0903  -0.134
Si  -0.0211  0.0507  -0.2121
Si  -0.1457  -0.0688  0.0295
O  0.0089  0.0368  0.1308
O  0.0287  -0.0868  -0.0621
O  -0.0409  0.0207  0.0331
O  0.1692  0.079  0.3485
O  0.1701  -0.2815  -0.2648
O  0.0523  -0.1838  0.0487
O  0.0983  -0.1033  -0.1637
O  -0.0824  0.3113  0.0105
O  -0.2621  0.2024  0.039
O  -0.0528  -0.0491  -0.0103
O  -0.0625  0.1571  0.1316
O  0.0352  -0.0161  -0.1287
O  -0.2794  0.0143  -0.1222
O  -0.0064  -0.0249  -0.0355
O  -0.0429  -0.0539  -0.0171
O  0.0859  0.1799  -0.0498
O  -0.2286  -0.0432  -0.0646
O  0.2641  0.1285  0.0508
O  0.081  -0.0946  0.2531
O  0.0663  0.1047  0.1984
O  0.0018  0.0846  0.06
O  0.0027  0.2343  0.1165
O  -0.0447  0.2622  0.1209
O  0.0777  0.1117  0.1387
O  -0.0705  0.0511  0.2524
O  0.1094  0.0504  0.094
O  0.0479  0.0364  -0.0191
O  0.0368  0.024  -0.0735
O  -0.0239  -0.0278  -0.006
O  0.0409  -0.0182  0.113
O  -0.0749  0.1253  0.1325
O  -0.1023  -0.0334  0.0941
O  -0.0741  -0.0847  -0.2523
O  -0.0293  -0.0419  -0.0384
O  -0.0237  0.0664  -0.0816
O  -0.0111  0.0499  -0.1641
O  -0.1018  0.0196  -0.14
O  0.0336  -0.0537  -0.0757
O  0.2444  0.1985  0.0251
O  0.0513  0.1362  -0.0743
O  0.0472  -0.0823  -0.1455
O  -0.0215  -0.0426  -0.0658
O  -0.0272  0.0313  -0.2703
O  -0.006  -0.0156  -0.0717
O  -0.0163  0.0247  -0.1175
O  0.0214  0.0199  -0.1016
O  0.0707  0.047  -0.0921
O  0.135  -0.0201  -0.3062
O  0.0642  -0.0542  -0.1907
O  0.0912  -0.0646  -0.1913
O  0.025  -0.0373  -0.0299
O  -0.0285  -0.0152  -0.0566
O  -0.0319  0.0468  0.1312
O  0.0605  -0.0584  0.0588
O  -0.0175  -0.0063  0.1122
O  -0.0333  0.006  -0.0866
O  -0.0645  -0.0152  -0.1148
O  0.0157  -0.2784  -0.214
O  -0.0158  0.0225  -0.1473
O  0.0085  0.0099  -0.0363
O  -0.0007  -0.0168  0.0019
O  0.0019  -0.1168  -0.1377
O  0.0483  -0.0245  0.1156
O  0.0381  0.0143  -0.1715
O  -0.0126  -0.0444  0.3032
O  0.0323  0.0238  0.0431
O  0.1785  -0.0245  0.074
O  -0.0472  -0.0057  -0.1096
O  0.075  -0.0008  -0.1619
O  -0.014  0.042  0.0479
O  -0.1668  -0.038  -0.0064
O  0.107  -0.0426  0.1043
O  0.0536  -0.0177  0.0775
O  -0.1864  -0.3398  0.5336
O  -0.0638  -0.035  0.16
O  0.0629  -0.0332  0.1186
O  0.0022  0.0415  -0.1522
O  -0.0169  0.1247  0.4304

The program warned: the cutoff lies below the one the program advises for these potential files.
